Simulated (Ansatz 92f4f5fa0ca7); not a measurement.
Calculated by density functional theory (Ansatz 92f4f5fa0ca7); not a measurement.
Periodic cell of 226 atoms, Si132O92P2, from a study of silicon, its oxide and their interface. The atomic structure is a simulated model.
Doubt: the cutoff is far below the 930 eV that the study's wrapper takes by default for these files, so forces and energies are approximate.
This geometry differs little from another in the collection (a relaxation step or a small displacement).

Settings
functional: PBE
potential files: Ansatz PAW
basis: plane waves
wave-function cutoff: 580 eV
density cutoff ratio: 5
exchange-correlation grid ratio: 1
k mesh: 1 x 1 x 1, Gamma-centred
self-consistency stop: 5e-08 eV per atom in the density residual
occupations: fixed
spin: none
net charge: 0

Cell vectors (angstrom)
a 10.938 0 0
b 0 10.938 0
c 0 0 31.9494

Atoms and the computed forces on them: element, x, y, z (angstrom), force x, y, z (eV/angstrom)
Si 10.6304 0.004 24.4202 0.0017 0.0074 -0.0061
Si 5.0804 0.128 24.6619 -0.008 0.0076 0.0039
Si 2.8265 2.2972 24.5346 0.0011 -0.0023 -0.0061
Si 8.5709 2.4393 24.5623 0.0061 -0.0031 -0.0017
Si 10.711 5.5926 24.3358 -0.0121 -0.0041 0.0017
Si 5.1633 5.6163 24.4526 -0.0098 0.0056 -0.0084
Si 2.9906 7.9544 24.406 0.0041 -0.0005 0.0046
Si 8.4193 7.8362 24.4166 0.005 -0.0088 -0.0012
Si 1.2974 1.1331 25.8418 0.008 0.0042 0.0171
Si 6.8194 1.3288 25.7435 0.008 0.0016 -0.0115
Si 3.9924 4.0126 25.7369 0.0036 0.0066 -0.0088
Si 9.6894 4.0268 25.8494 0.0125 0.0064 0.004
Si 1.3442 6.7927 25.6723 0.0045 0.0082 -0.0136
Si 6.8102 6.7237 25.7528 0.0022 0.0083 0.0065
Si 4.0045 9.4705 25.9538 0.0024 0.003 0.0083
Si 9.4878 9.4432 25.8043 0.0056 0.0047 -0.0078
Si 2.6431 -0.1298 27.2937 -0.0176 -0.0134 0.0013
Si 8.1469 -0.0644 27.1502 -0.0223 -0.0108 -0.0048
Si 0.0839 2.6621 27.2088 -0.0016 0.0021 0.0018
Si 5.4623 2.7263 27.1171 -0.0012 -0.0054 -0.0168
Si 2.675 5.418 27.1147 -0.0112 -0.0176 -0.0144
Si 8.2001 5.3741 27.1386 -0.0156 -0.013 -0.0125
Si 0.0204 8.1541 27.1318 -0.0048 -0.0115 -0.0175
Si 5.5179 8.1464 27.1797 -0.0038 0.0036 -0.0001
Si 4.096 1.3344 28.4995 -0.0262 -0.0336 0.0181
Si 9.5498 1.3259 28.5033 0.0137 0.0184 0.016
Si 1.3972 4.068 28.5714 -0.0513 -0.0055 -0.0345
Si 6.8201 4.0626 28.5313 -0.0044 0.0008 -0.0088
Si 4.0916 6.7785 28.4873 0.0102 0.0326 0.0267
Si 9.5666 6.7871 28.4823 -0.0152 -0.0017 0.0367
Si 1.2978 9.4772 28.6318 0.034 0.0323 -0.0922
Si 6.8328 9.5347 28.5694 -0.013 -0.0096 -0.0332
Si -0.0241 -0.0085 29.9149 -0.0068 0.0301 0.0061
Si 5.4655 -0.0072 29.8978 0.0075 0.0135 -0.0012
Si 2.7702 2.7114 29.9069 0.015 -0.0307 0.004
Si 8.2038 2.7142 29.8888 0.0165 -0.0067 0.0016
Si -0.0014 5.4527 29.8927 0.0259 0.0114 -0.0117
Si 5.4679 5.4522 29.8902 0.0026 -0.0065 0.0006
Si 2.7561 8.1585 29.9078 0.0367 -0.0356 0.0012
Si 8.23 8.1737 29.8902 0.0167 -0.0129 -0.0061
Si 1.3673 1.3673 31.2657 0.0092 -0.03 -0.1034
Si 6.8362 1.3673 31.2657 0.0447 -0.0197 -0.0198
Si 4.1018 4.1018 31.2657 0.0987 -0.0611 0.059
Si 9.5708 4.1018 31.2657 -0.0838 -0.1121 -0.0544
Si 1.3673 6.8362 31.2657 0.0271 -0.1787 0.0414
Si 6.8362 6.8362 31.2657 0.1027 0.0286 -0.1513
Si 4.1018 9.5708 31.2657 -0.0394 -0.0511 -0.0097
Si 9.5708 9.5708 31.2657 -0.161 -0.1504 0.1277
Si 2.7345 0 0.6835 -0.0353 -0.0838 0.1225
Si 8.2035 0 0.6835 -0.0388 0.0669 -0.0188
Si 0 2.7345 0.6835 0.043 -0.1428 -0.0631
Si 5.469 2.7345 0.6835 0.0145 0.0844 0.1225
Si 2.7345 5.469 0.6835 -0.0069 -0.0786 -0.2318
Si 8.2035 5.469 0.6835 0.078 0.1433 0.0456
Si 0 8.2035 0.6835 0.0381 0.1658 0.1062
Si 5.469 8.2035 0.6835 0.2501 0.1302 0.0267
Si 4.1104 1.3594 2.0606 0.0099 0.0026 -0.0142
Si 9.6011 1.3399 2.055 0.0282 -0.0019 -0.015
Si 1.3895 4.0908 2.0188 -0.1161 -0.0063 -0.0095
Si 6.8424 4.1241 2.0433 -0.0262 0.0073 -0.0345
Si 4.1189 6.8184 2.016 0.015 0.0959 -0.0228
Si 9.5963 6.84 2.0706 0.0143 -0.1059 -0.0286
Si 1.3637 9.5805 2.0751 0.0553 0.0025 -0.024
Si 6.8424 9.6055 2.0592 -0.0521 0.0167 -0.0144
Si 0.04 0.0235 3.5048 -0.0761 -0.0612 0.0055
Si 5.474 0.0198 3.4644 0.0073 -0.0051 -0.0213
Si 2.7304 2.7427 3.3927 0.0396 0.0164 0.0636
Si 8.2703 2.7858 3.3415 -0.0268 0.0049 0.0836
Si 0.0963 5.4637 3.3957 0.0801 0.1072 0.0734
Si 5.4884 5.5122 3.4144 0.013 -0.0261 0.0253
Si 2.767 8.1668 3.35 -0.0775 -0.0387 0.058
Si 8.2677 8.2847 3.4014 0.0547 0.0258 0.1126
Si 1.3668 1.4691 4.8545 0.0137 0.0203 -0.002
Si 6.9064 1.4824 4.7299 -0.0107 0.0398 0.0049
Si 4.0805 4.1308 4.7311 0.0429 -0.0272 -0.0165
Si 9.6193 4.1213 4.7748 -0.0018 0.0389 -0.0666
P 1.4218 6.8775 4.6849 0.1769 -0.2309 -0.2742
Si 6.8304 7.0051 4.7141 -0.0312 0.0188 -0.0532
Si 4.052 9.5483 4.7975 -0.0259 0.0145 -0.0584
Si 9.5856 9.6252 4.9177 0.0375 -0.0145 -0.0173
Si 2.6993 0.0053 6.1425 0.0338 -0.0278 0.0473
Si 8.2813 0.1683 6.1301 0.0351 0.006 -0.0272
Si 0.0117 2.8545 6.2978 -0.0404 -0.0167 0.0376
Si 5.5163 2.8323 6.0604 -0.0033 0.0127 -0.0688
Si 2.7546 5.6006 5.9911 -0.0663 0.0414 0.0287
Si 8.2686 5.652 5.9333 0.0051 -0.0585 0.0246
P -0.1313 8.5212 6.5211 -0.299 0.1873 0.5665
Si 5.5045 8.3324 6.2023 0.0102 0.0344 0.0114
Si 4.3823 1.1866 7.3065 -0.0114 0.0148 0.0825
Si 9.7997 1.2368 7.6266 0.0775 -0.0314 0.1507
Si 1.1761 4.6014 7.4317 0.0209 -0.0261 0.0115
Si 6.6292 4.5741 7.2105 -0.0054 0.0109 0.0407
Si 4.283 6.7453 7.4567 0.0126 0.0399 -0.0193
Si 9.6954 6.7274 7.4816 0.2645 0.095 -0.048
Si 1.1781 10.0188 7.7604 -0.1408 0.1286 -0.0015
Si 6.6968 10.002 7.4135 -0.019 -0.0745 0.1009
O 9.5894 1.2428 23.9827 -0.0064 -0.0005 -0.004
O 4.1121 6.8072 23.9469 0.002 -0.0071 -0.0077
O 4.0163 1.2443 24.0306 0.0025 0.0015 -0.0012
O 9.5418 6.7086 23.8968 0.0055 -0.0013 -0.0048
O 0.0259 5.722 7.9152 -0.1216 0.0047 0.071
O 5.5123 0.125 7.9182 0.0278 0.0176 -0.0485
O 0.113 0.284 8.2498 0.0123 -0.0975 -0.1841
O 5.4633 5.618 7.7818 0.0534 -0.0276 0.0302
O 7.5649 4.0638 8.4522 -0.0169 -0.0063 -0.0071
O 8.698 7.064 8.7676 0.0308 -0.0424 -0.0581
O 2.096 9.4531 9.0473 -0.0832 -0.0142 -0.0558
O 8.8516 1.757 8.9047 -0.0271 0.0254 -0.0515
O 7.5703 9.4906 8.7203 -0.0409 0.0062 0.0003
O 3.566 1.8705 8.559 0.0143 0.0032 -0.0157
O 3.5399 7.2526 8.868 -0.0419 0.0188 0.0376
O 2.0869 4.1051 8.7346 -0.017 0.0604 -0.0137
O 8.1414 3.4899 23.3552 0.0059 -0.0025 0.0036
O 0.4513 4.9381 22.9515 -0.0019 0.0017 -0.0022
O 1.9061 2.7515 23.2476 0.0031 -0.0104 0.0063
O 5.835 4.9117 23.1173 -0.0018 0.0017 0.0003
O 5.5276 9.9974 23.4959 -0.0208 0.0033 0.0222
O 2.4447 8.6869 23.0196 0.0004 0.0011 -0.0011
O 0.1944 10.0716 23.0852 0.0002 -0.0028 0.0028
O 7.7851 8.5757 23.0724 0.0018 -0.0017 0.0017
Si 8.6546 7.7054 18.4309 0.0011 0.001 0.0056
Si 8.7744 6.3692 13.6424 -0.0028 -0.0029 -0.0107
Si 3.7758 1.5524 14.7034 -0.0031 0.0045 -0.0039
Si 2.1318 5.7494 17.629 0.0001 0.0006 0.004
Si 2.4148 3.1457 19.4931 -0.0016 -0.0014 -0.0001
Si 9.8028 9.0398 12.0802 -0.0251 0.0104 -0.0199
Si 1.3326 9.4208 22.0765 -0.0035 -0.0028 -0.002
Si 9.1596 0.9794 13.1917 -0.0015 0.0036 -0.0289
Si 1.4042 5.0654 13.0351 -0.0024 -0.003 -0.0099
Si 1.7797 8.2535 12.8034 -0.0113 -0.0039 0.0089
Si 6.6526 9.5568 22.4217 0.0029 -0.0057 -0.0043
Si 4.5185 4.6028 15.7043 -0.0033 0.0016 -0.0023
Si 8.1826 3.0939 9.5781 0.0106 -0.0146 0.003
Si 0.837 8.2504 19.2592 0 -0.0019 0.0082
Si 6.9519 1.3519 21.088 -0.0028 0.0024 0.0011
Si 8.1943 8.3335 9.6797 -0.0067 0.0946 -0.0379
Si 10.8779 5.2089 15.614 -0.0017 -0.0007 0.0005
Si 7.5599 9.5059 16.3027 -0.001 0.0042 -0.0014
Si 9.9337 2.0592 20.3012 -0.0005 -0.0038 0.0018
Si 3.17 8.5041 9.8907 0.0635 -0.0646 -0.0192
Si 6.6906 3.3504 17.4058 -0.0035 -0.0027 0.0027
Si 1.1672 0.2108 19.8033 -0.0027 -0.0032 0.0041
Si 3.2099 2.8457 12.2687 0.0034 -0.0025 -0.0257
Si 7.2158 5.4001 19.6799 -0.0013 -0.001 0.0042
Si 5.7113 8.6761 11.5376 0.0111 0.0086 -0.0021
Si 5.77 6.0915 13.2038 -0.0018 0.0041 -0.0129
Si 4.6274 9.7119 17.614 -0.003 0.0054 0.0032
Si 1.0239 3.6019 22.1774 -0.0034 -0.0004 -0.0006
Si 4.8955 1.4862 18.7994 -0.0016 0.0002 0.0023
Si 3.1776 3.1477 9.4747 0.0006 -0.0099 -0.0236
Si 6.4347 10.8287 13.7746 0.0019 -0.0012 -0.0172
Si 10.3422 0.1276 15.9611 0.0023 0.004 -0.0013
Si 5.6401 3.6903 11.1393 0.0051 0.0023 -0.0169
Si 9.8257 3.9167 11.9055 -0.0074 -0.0092 -0.0029
Si 2.3347 9.9317 15.5258 -0.0012 0.0044 -0.0004
Si 6.0732 8.1294 19.7919 -0.0017 -0.0019 0.0004
Si 6.937 3.9746 22.3715 -0.0046 -0.0037 0.0025
Si 9.7507 2.7782 17.3702 -0.0021 -0.0017 0.0043
O 7.1818 6.3995 13.9742 -0.0017 0.004 0.0004
O 1.879 7.0614 18.6773 -0.0021 -0.001 -0.0053
O 10.2836 4.04 16.5341 -0.001 0.0037 -0.0035
O 6.1594 9.9661 17.0426 -0.0005 -0.0003 -0.0065
O 10.1367 0.7332 14.4648 0.0006 0.0025 0.0045
O 8.4421 6.1235 18.8504 -0.0026 0.0003 -0.0063
O 5.1534 0.6986 14.4084 -0.0028 0.003 0.0026
O 5.7133 2.0579 17.5188 -0.0011 0.001 -0.0031
O 8.3485 1.9459 20.5507 -0.0036 -0.0008 -0.0044
O 1.9876 4.3015 18.4059 -0.0007 -0.0033 -0.0047
O 6.9482 2.8413 10.6347 -0.0093 0.0198 0.0055
O 4.8438 2.7278 12.186 -0.0072 0.0044 0.0058
O 6.022 4.3901 16.3391 -0.0004 0.0015 -0.0055
O 4.5549 3.9609 9.913 -0.0047 0.0092 -0.0023
O 10.6929 2.7747 21.5586 0.0004 0.0013 -0.0014
O 9.7092 6.1663 14.9797 -0.002 0.002 0.0015
O 6.0063 6.4933 19.8353 -0.0021 0.0011 -0.0055
O 4.0775 0.1752 18.2761 0.0005 -0.0008 -0.0032
O 9.2479 10.5606 12.2808 0.0048 -0.0029 0.0075
O 2.8405 4.383 12.7089 -0.0056 0.0053 0.0049
O 1.9164 10.7016 21.2077 -0.0013 0.0001 -0.0005
O 3.9928 2.7244 19.3839 -0.0012 -0.0001 -0.0044
O 0.7205 10.0494 15.9439 -0.0003 -0.0008 -0.0041
O 1.274 9.8072 18.8323 -0.0013 0.0001 -0.0029
O 1.7115 1.6666 19.2744 -0.0011 -0.0008 -0.0041
O 8.9314 10.3967 16.4789 -0.0029 -0.001 -0.0055
O 4.8703 8.5874 18.7809 -0.0005 -0.0007 -0.0037
O 9.5441 8.7688 10.4892 -0.0026 -0.0118 0.0295
O 6.742 4.0935 18.8514 -0.0008 0.0019 -0.0036
O 2.8248 1.7376 13.3719 -0.002 -0.0023 0.0038
O 5.8283 8.7779 21.2571 0.0002 0.0002 -0.0004
O 2.51 2.5255 10.835 -0.0038 0.0051 0.0012
O 7.6156 4.854 21.1672 -0.0017 -0.001 -0.0016
O 5.1816 7.4941 12.5621 -0.0021 0.0067 0.0052
O 0.4255 9.0791 12.4817 0.0125 -0.0031 -0.0046
O 7.566 1.0671 13.5649 -0.0072 0.0017 0.0042
O 7.0928 9.6434 14.731 0 0.0016 0.0049
O 8.9624 5.0357 12.7149 -0.0024 0.0084 0.0078
O 8.0868 8.0455 16.9019 -0.0011 0.0016 -0.0049
O 6.2141 2.5768 21.8962 0.0008 0.0001 -0.0063
O 2.4515 9.0739 14.0901 -0.0018 0.0028 -0.0045
O 0.4102 4.5027 11.8687 0.0039 0.0065 0.0018
O 0.8103 8.3201 20.9313 -0.0014 0.0021 -0.0041
O 9.3727 3.8856 10.3475 -0.0185 0.0063 -0.0045
O 9.6382 2.3952 12.5113 -0.0024 0.0024 0.0038
O 7.6176 8.5705 19.3831 -0.0041 -0.0003 -0.0038
O 2.5222 8.1278 11.3461 -0.0004 0.0139 -0.021
O 3.9651 3.0652 15.3576 -0.0021 0.0032 -0.0033
O 0.8178 4.4897 14.4427 -0.005 0.0051 0.0033
O 10.0526 2.9992 18.9608 -0.0009 -0.0006 -0.0039
O 9.1444 7.8099 12.9508 -0.0001 0.0007 0.0072
O 10.515 0.5379 20.0821 -0.0013 0.0015 -0.0054
O 6.0115 5.0664 11.9338 -0.0037 0.0073 0.0053
O 8.1506 2.7461 17.0169 -0.0024 0.0005 -0.0033
O 3.5289 5.4785 16.7291 -0.0016 0.0041 -0.0016
O 4.6216 9.121 10.3768 -0.0253 0.0024 -0.0007
O 1.5039 6.6853 13.1986 0.0007 0.0116 -0.0016
O 4.7504 5.5024 14.3471 -0.0021 0.0012 0.0008
O 2.049 3.8561 20.9237 -0.0003 0.0016 -0.0053
O 10.5442 1.4106 16.9526 -0.0013 0.0011 -0.0059
O 0.9417 6.0742 16.5559 -0.0027 -0.0002 -0.0022
O 7.3401 10.9526 21.9299 0.0004 -0.0013 -0.0016
O 5.9317 0.9136 19.9129 0.0002 0.0006 -0.0048
O 6.0417 10.04 12.3886 -0.0014 0.0062 0.0098
O 2.8299 0.5566 15.5714 -0.0022 0.0019 -0.0072
O 7.0213 8.0175 10.7811 -0.0202 -0.0087 0.0173
O 10.2406 8.0226 18.6816 -0.0034 -0.0003 -0.0051
O 3.4389 9.2129 16.5625 -0.0028 -0.0025 -0.0046

Results
free energy: -137748.340 eV
free energy less fixed offsets of O -568.88, P -755.39, Si -635.61 eV per atom: -0.080 eV

The program warned: the cutoff lies below the one the program advises for these potential files; the forces do not sum to zero within the program's tolerance; the exchange-correlation potential is rough where the density is thin.
